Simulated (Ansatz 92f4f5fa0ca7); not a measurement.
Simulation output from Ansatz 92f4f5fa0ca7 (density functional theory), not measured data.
Periodic cell of 122 atoms, Si78O44, from a study of silicon, its oxide and their interface. The atomic structure is a simulated model.

Settings: functional r2SCAN; potential files Ansatz norm-conserving; basis plane waves; wave-function cutoff 1300 eV; density cutoff ratio 4; exchange-correlation grid ratio 1; k mesh 2 x 2 x 1, shifted by 0.5 0.5 0.5 of a step; self-consistency stop 5e-08 eV per atom in the density residual; occupations Fermi-Dirac, 0.05 eV; spin none; net charge 0.

Cell vectors (angstrom)
a	10.88	0	0
b	0	10.88	0
c	0	0	17.8325

Atoms: element, x, y, z (angstrom)
Si	-0.7113	0.1298	0.166
Si	3.0988	1.094	-0.7273
Si	-0.4459	4.9013	-0.554
Si	3.1314	7.9411	-0.3203
Si	5.4514	0.9914	0.7436
Si	8.8633	3.4963	0.4141
Si	5.867	6.4691	-0.4546
Si	9.3472	8.9903	-3.3076
Si	1.5596	1.7243	1.3654
Si	3.8933	4.7567	0.9011
Si	1.6047	7.2518	1.5489
Si	4.1803	9.4434	1.4156
Si	7.4664	1.6255	1.521
Si	10.3892	5.6629	2.3298
Si	6.1029	6.0823	1.7174
Si	9.0046	9.0718	1.4201
Si	0.0738	2.723	2.8359
Si	2.7444	-0.0789	2.8337
Si	-0.004	8.2209	2.7474
Si	2.6709	5.4713	2.8012
Si	5.4682	2.7939	2.875
Si	8.1618	-0.0227	2.8024
Si	5.5031	8.1585	2.7769
Si	8.1642	5.4337	2.7693
Si	1.36	4.08	4.1789
Si	4.08	1.36	4.1789
Si	1.36	9.52	4.1789
Si	4.08	6.8	4.1789
Si	6.8	4.08	4.1789
Si	9.52	1.36	4.1789
Si	6.8	9.52	4.1789
Si	9.52	6.8	4.1789
Si	0	0	5.5719
Si	2.72	2.72	5.5719
Si	0	5.44	5.5719
Si	2.72	8.16	5.5719
Si	5.44	0	5.5719
Si	8.16	2.72	5.5719
Si	5.44	5.44	5.5719
Si	8.16	8.16	5.5719
Si	1.4065	1.3344	6.9561
Si	3.9809	4.0737	6.8886
Si	1.3159	6.8919	6.9476
Si	4.0735	9.4639	7.0045
Si	6.8092	1.3447	6.9491
Si	9.5191	4.0021	6.8629
Si	6.8025	6.8284	6.9469
Si	9.4717	9.5194	7.0053
Si	-0.5085	2.0411	7.9946
Si	2.3516	-0.2377	8.3
Si	1.8406	9.6744	10.5811
Si	2.4508	5.5036	8.1582
Si	5.9102	3.1994	7.6979
Si	8.0635	-0.2753	8.3996
Si	4.5297	7.6045	8.2831
Si	7.7207	4.8366	7.891
Si	-0.3692	8.0516	9.785
Si	2.7633	0.8243	10.437
Si	0.7168	10.4962	13.2216
Si	3.974	7.8646	10.4886
Si	7.5931	4.7042	10.1908
Si	9.5667	1.9187	10.7082
Si	6.1479	11.1042	11.1837
Si	8.1389	7.9041	8.5817
Si	1.8887	3.5921	15.7464
Si	-3.4285	8.1575	11.6443
Si	8.4044	6.1081	15.4741
Si	6.1094	2.9868	11.9168
Si	4.7792	6.7006	12.9723
Si	8.9705	6.3712	12.667
Si	3.9768	14.7951	13.5274
Si	12.5234	-1.155	17.3035
Si	7.6206	11.5535	15.89
Si	14.1288	9.1878	14.1801
Si	8.3508	13.9912	14.1416
Si	2.2224	3.8157	10.8078
Si	11.0664	4.133	13.0396
Si	15.6532	11.7095	14.6235
O	-0.0718	-1.059	-1.0064
O	7.0229	0.6312	0.3749
O	8.1968	4.688	-2.9785
O	3.0863	3.958	-5.7886
O	0.2534	5.0189	0.7899
O	6.8667	6.6113	-1.8904
O	1.1508	7.3683	-0.2505
O	4.6683	7.5162	-0.7468
O	4.3179	1.8828	-0.2572
O	4.5504	-0.7708	-3.698
O	11.8258	4.7634	-1.4222
O	9.8531	3.0767	-4.6813
O	1.2934	3.546	-3.7146
O	9.511	1.9163	-0.04
O	13.8881	8.941	-1.8257
O	6.0243	1.1351	15.5815
O	-3.722	13.8201	18.437
O	4.3451	0.3302	10.7344
O	1.8785	2.1569	10.3784
O	1.9902	10.1659	14.0966
O	1.0082	11.0845	11.8496
O	4.0156	6.4115	11.5097
O	8.8529	7.0569	14.2132
O	8.8368	7.8093	11.9746
O	0.8489	6.533	8.7912
O	8.1228	5.6834	11.4792
O	13.5507	4.4956	9.4028
O	8.9484	14.498	10.454
O	7.1304	9.8329	12.1257
O	10.9937	9.5171	10.1378
O	7.1368	8.1692	10.0704
O	3.2544	4.0456	15.0771
O	-7.1473	7.8291	13.334
O	7.3593	2.7226	13.0147
O	1.7494	2.3767	16.7427
O	6.8913	-0.0406	9.638
O	6.1392	7.2837	12.4855
O	5.0874	5.1715	13.3969
O	10.529	5.8127	12.6095
O	9.4408	6.1491	16.6383
O	11.6555	3.9172	11.6324
O	15.4079	13.2188	13.6226
O	14.4194	11.7532	15.5047
O	8.1092	-1.0588	15.2945

Results
free energy: -29539.712 eV
free energy less fixed offsets of O -463.61, Si -117.95 eV per atom: 59.228 eV
pressure: -1.39 GPa
stress xx, yy, zz, yz, xz, xy (GPa, positive in tension): 0.66, 3.42, 0.09, -1.35, -1.89, -1.46

Forces (eV/angstrom), in the order of the atoms: element, x, y, z
Si	0.3886	0.494	0.5104
Si	-6.2077	-0.9008	-2.5561
Si	-0.8501	1.249	-4.2502
Si	-0.6387	1.0658	0.6331
Si	-4.543	-1.1349	0.2941
Si	-0.1227	-3.3905	0.4602
Si	1.2159	0.7433	-2.2705
Si	-0.4599	2.3983	1.6642
Si	-0.4221	-2.5563	0.4716
Si	1.6676	-0.362	1.2248
Si	0.8101	-0.9845	-2.3198
Si	-0.7262	1.9885	-0.4369
Si	0.6976	2.28	2.6239
Si	2.3962	-2.2204	-2.282
Si	-0.0567	0.0966	0.6441
Si	0.3129	1.2372	-0.2312
Si	-0.9471	0.1358	-0.015
Si	-0.202	0.7418	-0.9749
Si	-1.655	1.081	0.2972
Si	0.0443	0.7364	-0.1631
Si	-1.2765	-0.8923	-1.6725
Si	1.871	-1.1327	1.9437
Si	-0.2305	-0.7222	0.1842
Si	-1.2553	-0.2043	-0.6049
Si	0.0245	0.2618	0.3769
Si	-0.0151	-0.2502	0.1676
Si	-0.2227	-0.1103	0.5453
Si	-0.2123	-0.007	-0.1159
Si	1.1311	0.0767	0.4932
Si	0.3588	-0.4394	0.062
Si	-0.2146	0.374	0.2095
Si	-0.6949	0.952	1.3355
Si	-0.1545	0.1448	-0.0913
Si	-0.0807	-0.5805	-0.5128
Si	0.0699	0.1682	0.313
Si	-0.1412	0.6351	0.009
Si	-0.1548	-0.3272	0.3405
Si	-0.4724	-0.6528	-0.959
Si	-0.6597	0.1517	-0.5605
Si	0.175	0.4753	-0.2586
Si	-0.5847	-0.1707	-0.3203
Si	0.4848	1.0045	-0.0119
Si	-1.9396	-0.2617	0.3474
Si	-0.814	1.0359	0.1873
Si	1.0621	-1.8505	-0.3908
Si	1.571	-0.5269	0.3681
Si	-1.1554	-0.4858	0.3236
Si	1.2993	-1.0809	-0.3331
Si	-0.7142	0.5632	1.1535
Si	1.379	-0.7113	-0.3287
Si	-1.3695	-0.7388	-1.0145
Si	1.8191	0.4904	0.1116
Si	0.239	0.9785	1.1089
Si	-2.5262	2.3959	0.5401
Si	0.8501	-1.2446	-0.6742
Si	-1.2981	0.7977	0.1954
Si	-0.662	-2.7507	-1.7148
Si	2.2526	-1.1673	-1.5746
Si	-3.877	0.2682	2.2521
Si	-0.7421	-1.689	1.2463
Si	2.0598	-2.2537	2.4309
Si	-0.7799	3.3825	-1.7064
Si	1.0308	-0.2325	-1.0572
Si	-0.4379	1.1882	2.3255
Si	-2.7252	1.4694	-2.4303
Si	-10.9096	5.3199	-1.0948
Si	-3.3656	0.819	1.2121
Si	1.0931	-1.6196	-0.6961
Si	-0.1085	-1.2416	-4.1782
Si	3.3338	-1.7173	-1.0363
Si	-1.2313	-1.2511	0.1669
Si	-1.4073	1.7199	-0.3344
Si	1.5926	-0.3686	-0.9247
Si	1.7809	-1.1097	3.5822
Si	3.5124	-0.4457	2.1628
Si	-4.2976	-2.6833	-1.3828
Si	-0.3243	0.6575	0.8214
Si	0.3353	0.9478	-1.7928
O	2.0845	1.7433	0.2664
O	-1.924	-2.7769	-3.7291
O	0.187	-2.9713	-2.3351
O	4.7666	0.2966	4.9796
O	0.1811	1.637	5.3141
O	-0.0475	-0.5455	1.7142
O	2.9681	0.2647	1.4138
O	0.3456	-1.2235	-0.7811
O	5.6469	1.0297	2.9316
O	2.1469	2.0443	-1.2717
O	-0.5904	-0.4842	-1.341
O	-2.7051	0.908	1.8543
O	-2.2464	0.6777	0.3122
O	-0.2944	-0.471	0.6719
O	-1.2685	-1.1058	-1.5162
O	1.537	-1.4103	-0.9629
O	2.9999	3.4948	-0.8603
O	0.9699	0.4716	0.7935
O	2.1521	2.2058	0.5987
O	0.959	-1.5056	-0.564
O	1.0012	0.9473	-2.1674
O	-0.2282	1.9722	-2.3872
O	-1.1709	-1.1969	-0.1225
O	6.4532	0.6384	2.1752
O	0.5487	1.5142	-1.3559
O	-1.1269	-0.6925	0.5556
O	-1.1148	-0.4009	2.4419
O	-0.6202	-2.7076	-0.3349
O	-1.3786	-0.7104	-1.607
O	1.474	0.1163	0.5384
O	1.1576	-1.3347	-1.3891
O	3.7592	1.1487	-1.2662
O	-2.5059	2.7395	3.8129
O	-2.4518	0.5296	-2.0657
O	1.9658	-1.6335	-0.4911
O	0.2991	0.1353	0.6223
O	4.5305	2.329	-0.5311
O	-1.6697	-1.1745	2.0795
O	-1.0297	-1.7367	2.4834
O	2.1825	-0.7275	1.4153
O	1.6966	0.1317	-4.2369
O	0.7534	-1.5367	0.5335
O	-3.6693	0.7942	2.7299
O	0.3017	0.5155	-0.9861
